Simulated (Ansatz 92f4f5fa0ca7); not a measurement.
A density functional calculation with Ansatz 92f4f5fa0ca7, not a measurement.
Periodic cell of 215 atoms, Si131O82As2, from a study of silicon, its oxide and their interface. The atomic structure is a simulated model.
Doubt: the cutoff is low for norm-conserving oxygen, so forces and energies are approximate.

Settings
functional: HSE06
potential files: SPMS norm-conserving
basis: plane waves
wave-function cutoff: 800 eV
density cutoff ratio: 4
exchange-correlation grid ratio: 1
k mesh: 1 x 1 x 1, Gamma-centred
occupations: fixed
spin: none
net charge: 0

Cell vectors (angstrom)
a	10.938	0	0
b	0	10.938	0
c	0	0	31.5432

Atoms: element, x, y, z (angstrom)
Si	10.413	0.5556	24.3845
Si	6.0357	10.4783	24.1686
Si	1.9555	3.1857	24.1096
Si	8.6973	2.2449	24.3332
Si	0.4488	5.0555	24.196
Si	5.0958	5.9851	24.2334
Si	3.4041	7.6666	24.1938
Si	7.8304	8.8253	24.0226
Si	1.3135	1.437	25.503
Si	6.9051	1.2872	25.4791
As	4.093	3.991	25.1908
Si	9.6517	4.0857	25.4308
Si	1.4771	6.8372	25.3303
Si	6.9265	6.9657	25.281
Si	4.2295	9.5246	25.3547
Si	9.5191	9.6258	25.4494
Si	2.7893	-0.0112	26.6653
Si	8.216	-0.0242	26.9422
Si	-0.011	2.7589	26.8975
Si	5.4952	2.6943	26.739
As	2.7691	5.4384	26.853
Si	8.2353	5.5198	26.6518
Si	0.044	8.2051	26.6672
Si	5.5775	8.2283	26.7788
Si	4.11	1.3606	28.0965
Si	9.5825	1.3702	28.2147
Si	1.318	4.0563	28.2502
Si	6.8419	4.1394	28.0473
Si	4.2337	6.9112	28.16
Si	9.616	6.848	28.0642
Si	1.3952	9.569	28.0566
Si	6.8482	9.5517	28.2279
Si	0.0326	-0.0228	29.4921
Si	5.4635	0.0042	29.506
Si	2.7613	2.7124	29.5083
Si	8.1839	2.7557	29.4844
Si	-0.0137	5.4985	29.512
Si	5.4936	5.4507	29.4914
Si	2.7425	8.2021	29.4688
Si	8.2417	8.1705	29.5002
Si	1.3673	1.3673	30.8594
Si	6.8362	1.3673	30.8594
Si	4.1018	4.1018	30.8594
Si	9.5708	4.1018	30.8594
Si	1.3673	6.8362	30.8594
Si	6.8362	6.8362	30.8594
Si	4.1018	9.5708	30.8594
Si	9.5708	9.5708	30.8594
Si	2.7345	0	0.6835
Si	8.2035	0	0.6835
Si	0	2.7345	0.6835
Si	5.469	2.7345	0.6835
Si	2.7345	5.469	0.6835
Si	8.2035	5.469	0.6835
Si	0	8.2035	0.6835
Si	5.469	8.2035	0.6835
Si	4.1173	1.3474	2.0544
Si	9.542	1.3816	2.042
Si	1.3345	4.1286	2.0559
Si	6.8541	4.0705	2.0559
Si	4.0807	6.8584	2.0393
Si	9.596	6.8098	2.0519
Si	1.378	9.5571	2.0569
Si	6.8322	9.5707	2.066
Si	-0.0418	-0.0136	3.3483
Si	5.4646	-0.0144	3.4858
Si	2.6992	2.717	3.344
Si	8.1865	2.6962	3.4947
Si	-0.0228	5.4669	3.5148
Si	5.4578	5.4681	3.3289
Si	2.7356	8.2022	3.4821
Si	8.228	8.1801	3.38
Si	1.2941	1.3638	4.6793
Si	6.8388	1.3053	4.9141
Si	4.0635	4.1149	4.6453
Si	9.5299	4.0651	4.8985
Si	1.3524	6.8709	4.8923
Si	6.8379	6.799	4.6871
Si	4.103	9.5634	4.8919
Si	9.5732	9.5649	4.7494
Si	2.6183	0.0397	6.1147
Si	8.2256	-0.1326	6.2692
Si	-0.022	2.6499	6.1992
Si	5.3758	2.7674	6.0774
Si	2.7481	5.4307	6.1357
Si	8.0921	5.4379	6.1886
Si	-0.0053	8.2966	6.2392
Si	5.5654	8.1505	6.1532
Si	3.4716	1.9431	7.183
Si	10.0192	0.8314	7.4734
Si	1.7683	3.6601	7.3512
Si	6.2033	4.5272	7.3903
Si	4.6323	6.3108	7.2551
Si	9.1611	7.1902	7.3304
Si	0.8903	10.1573	7.5279
Si	7.4083	8.8893	7.493
O	4.5558	6.6125	8.8813
O	1.3927	3.9846	8.9434
O	9.7431	6.5494	8.7498
O	1.2989	10.1116	9.1609
O	6.0609	4.2262	9.0323
O	3.7017	1.6326	8.778
O	7.1337	8.9721	9.1439
O	9.6442	1.0851	9.0744
O	8.2766	2.5334	22.7607
O	10.9617	5.5836	22.6819
O	5.6164	0.0469	22.6512
O	5.3165	5.4162	22.6933
O	2.1356	2.8027	22.5111
O	3.3064	7.849	22.5421
O	8.3686	8.7185	22.4401
O	-0.147	11.2391	22.7986
Si	2.1467	2.9724	12.9018
Si	8.68	1.3188	10.362
Si	1.0566	4.4984	15.3614
Si	7.5432	5.5866	12.2112
Si	2.4001	8.1756	21.2355
Si	5.4147	7.797	12.4712
Si	9.2594	0.4598	15.51
Si	2.902	-0.0477	16.6711
Si	10.4606	1.1603	12.6163
Si	7.7603	2.8238	21.2608
Si	9.1288	8.7882	14.4709
Si	1.4715	4.7754	10.3667
Si	4.466	9.4791	19.1544
Si	11.0568	6.1013	21.1397
Si	6.6105	10.448	14.8602
Si	5.3772	0.7216	21.2001
Si	2.3405	9.8134	10.3935
Si	0.4175	10.6359	21.4218
Si	5.8495	5.2595	21.169
Si	3.6379	7.0875	10.1128
Si	9.0366	5.6911	14.8583
Si	3.6553	4.0914	19.128
Si	10.0222	3.6632	19.3381
Si	4.2516	8.666	15.3651
Si	0.4455	1.9185	17.174
Si	6.7834	7.5347	19.2758
Si	5.2597	3.6222	16.7731
Si	7.7838	5.0191	17.5474
Si	6.6566	9.9328	10.3736
Si	4.3759	1.0611	10.1118
Si	-0.0357	9.0909	11.9154
Si	9.0874	8.6334	20.9656
Si	4.5466	1.6692	14.6029
Si	2.4366	2.0799	21.072
Si	6.3265	3.349	10.3801
Si	3.4283	5.9148	16.7521
Si	9.8806	6.5375	10.3627
O	0.1184	2.6309	18.6044
O	2.9195	9.6322	15.5862
O	10.8479	4.7928	20.1877
O	7.5804	2.4232	9.9377
O	10.924	5.3418	10.8083
O	6.5976	6.748	12.87
O	10.3247	8.0601	10.7932
O	7.6625	9.4602	14.0102
O	8.4164	6.2126	10.9902
O	5.3347	10.4986	20.0732
O	2.1606	3.7335	11.442
O	7.9591	8.5555	19.7828
O	6.2047	6.7311	20.5798
O	5.5024	2.7127	15.4411
O	1.294	0.9273	20.7286
O	6.0465	9.0656	11.6261
O	4.6203	4.987	16.1422
O	6.6023	3.9024	17.6609
O	10.5142	10.6677	11.8291
O	5.5733	0.5014	14.0105
O	8.0114	5.1026	15.9517
O	9.7325	9.8227	15.592
O	-0.4043	5.1537	15.15
O	1.5595	6.8266	20.8269
O	1.4894	0.634	17.1908
O	6.5839	1.7654	20.8497
O	1.0089	1.7896	12.8481
O	3.2418	5.4993	18.3493
O	9.5301	2.0157	11.5848
O	1.0088	3.0972	16.1964
O	8.5741	5.1451	13.3957
O	10.2755	8.578	13.3242
O	1.4297	9.3948	21.7003
O	10.0572	9.9462	20.6525
O	3.1768	0.218	10.8811
O	5.0775	2.3633	10.8416
O	1.7249	4.1559	13.9271
O	7.9114	10.8785	10.8475
O	9.1415	4.4861	18.2463
O	5.6315	9.4929	15.7815
O	5.5246	-0.024	9.7408
O	3.5855	2.3154	13.4198
O	1.9764	5.6369	16.0707
O	9.7019	1.0577	14.0522
O	4.4031	6.9441	11.5303
O	4.73	4.5044	20.2733
O	9.9425	1.3457	16.6668
O	6.665	4.3249	11.6514
O	5.5677	8.398	18.6045
O	9.0486	2.7334	20.2645
O	3.5974	1.132	15.8071
O	4.2252	3.0832	17.9465
O	9.9078	7.224	20.89
O	3.3436	8.6651	9.8266
O	3.9262	7.4228	16.3791
O	7.6257	0.4811	15.7156
O	8.9206	7.3044	15.0607
O	3.9205	1.4384	21.1989
O	1.591	9.1493	11.7052
O	2.3219	6.1514	10.1877
O	7.3405	6.4604	18.1764
O	7.2044	4.3564	21.1615
O	4.5446	8.242	13.7984
O	3.324	8.6564	19.9887
O	2.4897	3.2389	19.9054
O	3.7175	10.3466	17.9852

Results
free energy: -56888.635 eV
free energy less fixed offsets of As -2657.37, O -447.96, Si -113.29 eV per atom: -0.185 eV
gap between the highest filled and lowest empty level on this k mesh: 0.520 eV

The program warned: the cutoff lies below the one the program advises for these potential files; the forces do not sum to zero within the program's tolerance; the exchange-correlation potential is rough where the density is thin.
